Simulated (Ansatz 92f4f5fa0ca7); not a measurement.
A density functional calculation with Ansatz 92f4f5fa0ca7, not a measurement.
Periodic cell of 226 atoms, Si134O92, from a study of silicon, its oxide and their interface. The atomic structure is a simulated model.
Doubt: the cutoff is far below the 930 eV that the study's wrapper takes by default for these files, so forces and energies are approximate.

Settings
functional: PBE
potential files: Ansatz PAW
basis: plane waves
wave-function cutoff: 580 eV
density cutoff ratio: 5
exchange-correlation grid ratio: 1
k mesh: 1 x 1 x 1, Gamma-centred
self-consistency stop: 5e-08 eV per atom in the density residual
occupations: fixed
spin: none
net charge: 0

Cell vectors (angstrom)
a	10.938	0	0
b	0	10.938	0
c	0	0	32.8515

Atoms: element, x, y, z (angstrom)
Si	-0.0681	0.2342	25.2231
Si	5.8539	-0.3029	25.4669
Si	2.6948	2.9636	25.1661
Si	8.6005	2.3788	25.4056
Si	0.4623	5.1585	25.3017
Si	5.2935	5.7586	25.3569
Si	3.1124	7.9897	25.2862
Si	8.0003	8.4629	25.5452
Si	1.4749	1.4057	26.5952
Si	6.9847	1.3042	26.764
Si	4.1508	4.12	26.6483
Si	9.7248	4.0584	26.6534
Si	1.5104	6.8096	26.6414
Si	6.8298	6.8637	26.7971
Si	4.2008	9.5215	26.7371
Si	9.6918	9.6303	26.6772
Si	2.7683	-0.0118	28.0138
Si	8.2906	-0.0512	28.118
Si	0.0771	2.6942	28.0663
Si	5.5157	2.7148	28.0212
Si	2.7828	5.4401	28.0743
Si	8.2557	5.4287	28.0289
Si	0.06	8.1713	28.0078
Si	5.4806	8.1842	28.149
Si	4.1018	1.3673	29.4333
Si	9.5708	1.3673	29.4333
Si	1.3673	4.1018	29.4333
Si	6.8362	4.1018	29.4333
Si	4.1018	6.8362	29.4333
Si	9.5708	6.8362	29.4333
Si	1.3673	9.5708	29.4333
Si	6.8362	9.5708	29.4333
Si	0	0	30.8005
Si	5.469	0	30.8005
Si	2.7345	2.7345	30.8005
Si	8.2035	2.7345	30.8005
Si	0	5.469	30.8005
Si	5.469	5.469	30.8005
Si	2.7345	8.2035	30.8005
Si	8.2035	8.2035	30.8005
Si	1.3673	1.3673	32.1678
Si	6.8362	1.3673	32.1678
Si	4.1018	4.1018	32.1678
Si	9.5708	4.1018	32.1678
Si	1.3673	6.8362	32.1678
Si	6.8362	6.8362	32.1678
Si	4.1018	9.5708	32.1678
Si	9.5708	9.5708	32.1678
Si	2.7345	0	0.6835
Si	8.2035	0	0.6835
Si	0	2.7345	0.6835
Si	5.469	2.7345	0.6835
Si	2.7345	5.469	0.6835
Si	8.2035	5.469	0.6835
Si	0	8.2035	0.6835
Si	5.469	8.2035	0.6835
Si	4.1018	1.3673	2.0507
Si	9.5708	1.3673	2.0507
Si	1.3673	4.1018	2.0507
Si	6.8362	4.1018	2.0507
Si	4.1018	6.8362	2.0507
Si	9.5708	6.8362	2.0507
Si	1.3673	9.5708	2.0507
Si	6.8362	9.5708	2.0507
Si	0	0	3.418
Si	5.469	0	3.418
Si	2.7345	2.7345	3.418
Si	8.2035	2.7345	3.418
Si	0	5.469	3.418
Si	5.469	5.469	3.418
Si	2.7345	8.2035	3.418
Si	8.2035	8.2035	3.418
Si	1.33	1.3519	4.841
Si	6.7994	1.3535	4.7811
Si	4.0671	4.1362	4.7941
Si	9.5471	4.1275	4.7369
Si	1.3785	6.8315	4.7259
Si	6.759	6.9116	4.8069
Si	3.9489	9.6791	4.8098
Si	9.5306	9.5689	4.8155
Si	2.4898	-0.0265	6.3969
Si	8.1061	-0.0314	6.2106
Si	-0.0526	2.7592	6.1146
Si	5.3475	2.6878	6.1013
Si	2.6915	5.514	6.1685
Si	8.142	5.4754	6.0609
Si	-0.0165	8.1186	6.0493
Si	5.2838	8.3232	6.1399
Si	4.1188	1.2694	7.597
Si	9.2634	1.6435	7.3954
Si	1.0785	4.3487	7.4439
Si	6.9953	3.8526	7.2778
Si	3.7207	7.2084	7.5307
Si	9.7869	6.5362	7.3687
Si	1.2234	9.1225	7.7728
Si	6.3153	9.923	7.5328
O	8.365	-4.109	19.9292
O	9.8007	7.4501	22.0383
O	4.5052	-0.9266	13.7224
O	6.6843	9.1732	8.9669
O	4.6766	6.7132	8.7844
O	8.1173	2.7692	7.8562
O	4.2116	6.8635	24.7028
O	7.766	3.0303	24.1489
O	4.0892	4.4494	9.8981
O	9.8821	1.054	8.8354
O	5.2893	11.1224	8.0542
O	-1.7278	7.2808	8.7346
O	6.371	4.6064	8.5881
O	3.6241	1.968	9.032
O	15.2809	3.7863	13.565
O	2.4976	8.1283	8.2266
O	6.022	5.0658	24.0481
O	3.5094	2.4341	23.7957
O	6.9291	9.5238	24.8091
O	8.7008	7.6288	24.3332
O	-0.1437	5.9731	24.0036
O	8.2982	-2.0209	15.5294
O	2.5527	8.7643	23.9352
O	-1.2543	12.2402	24.6934
Si	13.061	3.092	18.0392
Si	17.3807	-8.5707	21.0344
Si	17.7882	-5.9337	11.9762
Si	5.1152	13.422	18.2718
Si	20.3704	6.5802	23.356
Si	7.7232	1.5872	14.1479
Si	11.5026	0.3611	18.3992
Si	2.9714	3.2913	9.7578
Si	18.6318	13.6305	16.7668
Si	21.9637	18.8819	12.5224
Si	5.4251	-4.5447	16.8745
Si	34.1163	4.2344	15.2108
Si	14.2827	9.8007	14.878
Si	5.3257	-5.516	9.5197
Si	4.2541	12.0892	23.0669
Si	26.7695	5.251	14.0908
Si	15.843	-11.3962	17.4668
Si	9.0756	12.0868	10.2514
Si	1.9285	-0.9827	23.0013
Si	15.1711	7.8299	19.0665
Si	21.8769	-10.8514	12.6344
Si	7.2472	-1.1432	10.359
Si	12.2453	2.8371	12.4116
Si	7.2466	-6.6313	23.286
Si	13.4485	6.8846	14.2216
Si	-9.5191	-2.1364	20.0666
Si	11.3315	10.3773	15.3737
Si	-1.8715	12.7659	19.5511
Si	9.9056	8.2486	9.8458
Si	-1.3737	5.0222	16.3749
Si	20.8403	-3.951	20.494
Si	-0.202	15.3332	19.3198
Si	20.1855	3.4035	12.0167
Si	7.088	8.8463	16.6092
Si	-1.3521	-2.9568	15.1646
Si	5.6771	10.7433	12.8233
Si	5.4101	2.7298	12.9267
Si	7.0567	-3.7955	19.0264
O	7.1201	-21.7158	13.5751
O	21.5601	-6.5557	15.3142
O	10.6456	7.3923	11.0393
O	0.5321	-1.4268	12.3522
O	8.3705	2.2249	18.1522
O	6.2227	3.4946	11.7274
O	6.3817	-0.6317	16.7732
O	13.9261	-2.724	15.0293
O	25.7243	-4.606	13.482
O	13.3787	13.9933	11.2776
O	23.4667	1.6203	18.4851
O	14.7738	-0.4654	16.2601
O	4.8142	0.8947	18.3281
O	16.7746	-8.0126	19.6444
O	17.352	24.4319	14.1934
O	23.7612	10.5271	14.7033
O	10.1117	0.5806	19.2752
O	16.2073	1.5204	21.8188
O	20.3155	-4.3449	15.988
O	21.7938	3.6149	12.0276
O	1.7895	-7.5831	16.4756
O	9.859	0.4273	11.4799
O	17.6923	3.7224	21.8632
O	19.7736	-8.5627	13.2374
O	10	3.0951	19.9748
O	1.9615	5.7352	15.2461
O	6.3631	5.5626	13.4335
O	14.6556	3.2873	18.2033
O	9.7506	-3.1959	13.5503
O	15.47	-1.6177	18.5188
O	18.5018	-2.5228	18.1168
O	7.6138	11.3745	10.1264
O	1.3944	10.0296	18.9942
O	15.0561	-4.1685	17.8088
O	0.6714	10.6242	23.8304
O	1.532	4.0501	24.6275
O	5.0128	-5.6139	15.7235
O	23.5841	14.3726	13.8644
O	17.1644	5.9382	10.8002
O	16.5874	-3.4928	19.8819
O	1.7044	3.756	8.8466
O	0.2088	11.1092	16.8102
O	19.1226	-9.3959	15.7004
O	10.0614	4.9184	17.9248
O	16.9061	-3.189	16.107
O	19.6085	9.0178	10.615
O	11.0541	9.1781	9.0563
O	12.3221	9.3245	21.6049
O	8.8501	2.7173	10.6016
O	3.0654	11.0659	22.5994
O	7.8678	-9.38	20.6724
O	10.6028	16.4654	20.4588
O	-4.8155	9.7648	11.5736
O	8.4791	4.8544	12.0546
O	17.0196	13.7315	17.0004
O	0.0148	7.9973	19.747
O	8.1955	15.0967	16.245
O	10.9417	8.7931	15.61
O	1.1557	1.218	12.504
O	17.5625	-4.9865	17.9422
O	10.3592	11.0232	14.193
O	23.2546	4.1496	19.0309
O	24.6742	7.8954	19.8638
O	8.4465	5.3485	23.0064
O	-0.0826	5.4139	7.9852
O	23.2635	7.1509	13.0821
O	15.9109	1.25	12.386
O	5.1859	0.4128	24.1625

Results
free energy: -137509.604 eV
free energy less fixed offsets of O -568.88, Si -635.61 eV per atom: -0.904 eV

Forces (eV/angstrom), in the order of the atoms: element, x, y, z
Si	-0.1472	0.1718	-0.2915
Si	0.1254	-0.0583	-0.3071
Si	-0.0425	0.1392	-0.114
Si	0.0768	-0.0273	-0.2594
Si	-0.0226	0.0136	-0.1071
Si	0.0048	0.1004	-0.2449
Si	0.1179	-0.0253	-0.2054
Si	-0.0438	0.0423	-0.3735
Si	0.0675	-0.0192	-0.2377
Si	-0.0462	0.0478	-0.2024
Si	0.0753	0.0236	-0.1542
Si	-0.0105	0.0397	-0.1865
Si	-0.0018	-0.0048	-0.1671
Si	0.065	-0.0634	-0.2337
Si	-0.0496	0.0578	-0.2567
Si	-0.0228	-0.0443	-0.1765
Si	-0.0362	-0.035	0.0643
Si	0.0128	-0.0313	0.0987
Si	-0.0258	-0.041	-0.0383
Si	-0.0298	-0.0404	0.0335
Si	0.0148	-0.0111	0.0277
Si	0.0449	-0.0801	0.0007
Si	-0.0079	-0.1105	0.0497
Si	-0.0421	-0.0332	0.095
Si	0.1304	0.0268	-0.37
Si	0.3881	0.0602	0.2494
Si	0.194	-0.011	0.0956
Si	0.17	-0.0758	-0.2748
Si	-0.0684	-0.2291	0.4701
Si	0.209	-0.0169	-0.3933
Si	0.1388	-0.0244	-0.3789
Si	0.2801	-0.0452	0.3997
Si	-0.0425	0.105	-0.0005
Si	0.0529	0.0664	-0.023
Si	-0.0191	0.0975	-0.0054
Si	0.0193	0.0498	-0.032
Si	-0.0017	0.016	-0.03
Si	-0.0373	0.104	-0.0061
Si	0.0049	-0.0169	-0.0075
Si	-0.0831	0.0585	0.0019
Si	0.0375	-0.0772	-0.0233
Si	0.019	-0.0072	-0.0098
Si	0.0888	-0.0483	-0.0277
Si	-0.014	-0.0059	-0.0117
Si	-0.0222	-0.0011	-0.0044
Si	0.0552	-0.0608	-0.0191
Si	0.0159	-0.039	-0.0128
Si	0.034	-0.0824	-0.0262
Si	-0.0344	0.0722	0.0375
Si	-0.0333	0.0468	0.0236
Si	0.0058	0.0174	-0.0038
Si	-0.0743	0.0626	0.0158
Si	0.001	0.0129	0.0233
Si	-0.0267	0.0356	0.0345
Si	-0.0619	0.0733	0.0216
Si	0.0245	-0.0158	-0.0057
Si	0.1342	-0.0229	0.0057
Si	-0.0242	-0.0204	0.018
Si	-0.1	-0.0603	-0.0075
Si	0.0567	-0.065	0.028
Si	0.0782	0.0463	-0.0046
Si	0.0324	-0.0799	0.0207
Si	-0.008	-0.1514	-0.0125
Si	-0.0637	-0.1208	0.0247
Si	-0.2126	-0.0508	0.269
Si	-0.4726	0.0501	-0.022
Si	-0.1599	-0.1208	0.3148
Si	-0.208	-0.1212	-0.104
Si	0.03	-0.034	-0.4276
Si	-0.1063	0.1924	0.1253
Si	-0.0204	0.2826	-0.2628
Si	-0.2245	0.0858	0.1061
Si	0.04	0.129	-0.0781
Si	0.0732	0.0254	-0.1121
Si	-0.0416	0.0765	-0.0764
Si	0.0087	0.0437	-0.1019
Si	0.1051	-0.0951	-0.0808
Si	-0.0982	0.0794	0.0146
Si	-0.0254	0.0936	0.0091
Si	-0.0028	0.1353	-0.0361
Si	0.0963	-0.0821	0.3359
Si	-0.1451	0.0234	0.1493
Si	-0.0217	0.0764	0.0977
Si	0.0189	-0.1187	0.135
Si	0.0402	0.066	0.2582
Si	0.0751	-0.0095	0.1536
Si	-0.1787	0.0178	0.2602
Si	0.0195	-0.0349	0.1021
Si	0.1349	-0.0803	0.2371
Si	-0.1647	0.0531	0.3089
Si	-0.1537	0.0825	0.3328
Si	0.1086	-0.0427	0.434
Si	0.1173	-0.1209	0.1155
Si	-0.1397	-0.168	0.3105
Si	-0.0502	-0.1917	-0.1909
Si	0.1239	-0.1281	0.1787
O	0.0065	-0.0292	0.039
O	-0.0374	-0.0303	0.204
O	-0.0263	-0.018	0.0498
O	-0.1424	-0.0037	-0.2939
O	-0.1273	0.0686	-0.1036
O	0.0285	-0.0741	-0.4409
O	-0.0357	-0.0362	0.5923
O	-0.0014	0.0053	0.0678
O	-0.0309	0.0403	0.0835
O	0.034	0.0544	-0.3751
O	-0.0475	-0.0952	-0.3841
O	-0.0047	-0.1185	-0.2307
O	-0.0849	0.0625	-0.0805
O	-0.0154	-0.0744	-0.2667
O	-0.0185	0.013	0.0323
O	0.0913	0.0826	-0.3563
O	-0.0159	-0.035	0.089
O	-0.1308	0.0391	0.2776
O	-0.0383	0.0536	0.7656
O	0.0784	-0.033	0.0556
O	-0.0122	-0.0302	0.0789
O	-0.095	0.0308	0.0329
O	-0.0058	-0.0553	0.1404
O	-0.0193	0.0797	0.6222
Si	-0.1163	0.0019	0.0126
Si	0.1539	-0.0444	-0.1598
Si	0.1415	-0.1476	0.197
Si	0.1542	-0.0448	0.0455
Si	-0.0036	0.1724	0.0524
Si	-0.0176	0.1156	-0.0521
Si	-0.0576	-0.0182	0.0215
Si	-0.1385	-0.0451	-0.027
Si	0.0241	-0.1049	0.0184
Si	0.0138	0.0582	0.1363
Si	-0.0115	0.0166	-0.0135
Si	-0.0319	0.0249	-0.0372
Si	0.0155	-0.071	-0.1232
Si	0.2889	-0.024	0.0249
Si	0.1199	-0.0568	0.018
Si	0.1837	-0.039	-0.0895
Si	-0.0472	-0.0849	0.0318
Si	-0.134	0.0969	0.2911
Si	-0.0891	-0.1035	0.0505
Si	-0.0081	-0.0023	0.0839
Si	0.0742	0.0301	0.0955
Si	-0.0062	0.2202	0.1891
Si	-0.36	-0.0223	0.1198
Si	-0.096	-0.0396	0.0351
Si	-0.0615	0.0364	-0.1175
Si	-0.104	-0.1641	-0.1622
Si	-0.1091	-0.0267	-0.0474
Si	-0.0372	0.0415	0.0486
Si	0.1484	-0.1146	0.0758
Si	0.118	-0.0158	0.0555
Si	0.1247	0.0138	-0.1703
Si	-0.1146	-0.0143	0.033
Si	-0.0061	0.0337	0.1443
Si	0.0225	-0.0884	0.0732
Si	0.0871	-0.0189	-0.0843
Si	-0.016	0.0827	0.0596
Si	0.1006	0.0718	0.0419
Si	-0.0372	0.0522	0.0522
O	-0.0199	-0.0377	-0.0432
O	0.0062	-0.0094	-0.0226
O	-0.0827	0.0884	-0.245
O	0.007	0.0431	-0.0257
O	-0.0172	0.0175	-0.0373
O	-0.0664	-0.0229	-0.0556
O	0.0296	-0.0389	0.0102
O	0.0018	0.0456	0.0438
O	-0.0334	0.0044	0.0149
O	0.2119	0.0116	-0.2652
O	0.0165	0.0074	0.0121
O	-0.008	0.0378	0.037
O	-0.0263	-0.0332	-0.0254
O	0.0085	0.0272	0.034
O	-0.0305	-0.0364	-0.0079
O	0.0402	-0.0122	0.0034
O	0.0415	-0.0093	-0.0357
O	-0.2174	-0.0854	0.2675
O	-0.0218	-0.0269	0.0087
O	0.0871	-0.0075	-0.0222
O	0.0347	-0.0215	-0.0015
O	-0.0587	0.0119	-0.0915
O	0.0582	0.1565	0.1912
O	-0.0186	-0.071	-0.004
O	0.0097	0.0395	-0.0227
O	0.0008	-0.0068	0.0843
O	-0.1101	0.0301	0.0324
O	-0.02	0.0353	-0.0369
O	-0.0052	-0.0111	-0.0486
O	0.0187	0.0776	-0.0237
O	-0.0244	0.0546	-0.0229
O	0.0054	0.0398	-0.0228
O	0.0145	0.0354	0.0066
O	0.006	-0.0166	-0.0238
O	-0.0512	0.0114	0.2813
O	-0.0161	0.0225	0.5435
O	0.026	0.0143	0.1187
O	0.0426	-0.016	-0.0049
O	-0.2069	0.0716	-0.2955
O	0.0422	-0.029	-0.163
O	0.021	0.0001	-0.1551
O	-0.0049	0.0203	-0.0035
O	-0.0122	0.0099	0.0444
O	0.009	-0.0104	-0.0347
O	0.0037	0.0108	-0.0721
O	0.1103	-0.0596	-0.0065
O	0.3441	0.1138	-0.1548
O	0.0373	0.095	0.1982
O	0.007	-0.1442	-0.1064
O	0.0254	0.0074	-0.0055
O	-0.0454	0.0409	-0.0272
O	-0.0073	-0.0032	0.0326
O	0.0936	-0.0292	-0.1199
O	-0.0303	-0.0681	-0.0256
O	-0.0299	0.0333	-0.01
O	0.0013	0.0213	0.0676
O	-0.0323	0.029	0.0071
O	0.025	0.0227	0.0852
O	0.0392	0.0049	-0.0278
O	-0.0725	0.0718	-0.0245
O	0.0466	-0.0275	-0.0128
O	0.0916	-0.0124	-0.0459
O	0.0269	0.0319	-0.0272
O	-0.011	-0.0252	-0.0831
O	0.0999	0.0365	-0.5463
O	0.0041	-0.0223	-0.0299
O	0.0042	-0.0272	0.017
O	-0.0358	0.0142	0.0562

The program warned: the cutoff lies below the one the program advises for these potential files; the exchange-correlation potential is rough where the density is thin.
